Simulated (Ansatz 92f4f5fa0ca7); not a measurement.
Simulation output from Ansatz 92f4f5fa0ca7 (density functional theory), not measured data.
Periodic cell of 220 atoms, Si132O88, from a study of silicon, its oxide and their interface. The atomic structure is a simulated model.
Doubt: the cutoff is far below the 930 eV that the study's wrapper takes by default for these files, so forces and energies are approximate.
This geometry differs little from another in the collection (a relaxation step or a small displacement).

Settings: functional PBE; potential files Ansatz PAW; basis plane waves; wave-function cutoff 580 eV; density cutoff ratio 5; exchange-correlation grid ratio 1; k mesh 1 x 1 x 1, Gamma-centred; self-consistency stop 5e-08 eV per atom in the density residual; occupations fixed; spin none; net charge 0.

Cell vectors (angstrom)
a, 10.938, 0, 0
b, 0, 10.938, 0
c, 0, 0, 31.9135

Atoms: element, x, y, z (angstrom)
Si, -0.0895, 0.25, 24.5706
Si, 5.8589, -0.2903, 24.2225
Si, 2.5314, 2.958, 24.686
Si, 8.5622, 2.4464, 24.4198
Si, 0.3827, 5.2438, 24.4974
Si, 5.199, 5.9503, 24.2616
Si, 2.8064, 8.067, 24.4398
Si, 8.1408, 8.4389, 24.5425
Si, 1.3741, 1.4154, 25.9596
Si, 6.8668, 1.355, 25.6537
Si, 4.2144, 4.2178, 25.6879
Si, 9.5998, 4.1336, 25.709
Si, 1.416, 6.8368, 25.8639
Si, 6.838, 6.8798, 25.7174
Si, 4.1256, 9.6514, 25.6051
Si, 9.6543, 9.6122, 25.8523
Si, 2.7842, -0.019, 27.1294
Si, 8.1974, 0.0184, 27.139
Si, -0.0512, 2.7844, 27.1915
Si, 5.4945, 2.739, 27.0575
Si, 2.7973, 5.4531, 27.1601
Si, 8.1857, 5.471, 27.0833
Si, 0.0133, 8.1854, 27.1708
Si, 5.4409, 8.2429, 27.0861
Si, 4.1018, 1.3673, 28.4952
Si, 9.5708, 1.3673, 28.4952
Si, 1.3673, 4.1018, 28.4952
Si, 6.8362, 4.1018, 28.4952
Si, 4.1018, 6.8362, 28.4952
Si, 9.5708, 6.8362, 28.4952
Si, 1.3673, 9.5708, 28.4952
Si, 6.8362, 9.5708, 28.4952
Si, 0, 0, 29.8625
Si, 5.469, 0, 29.8625
Si, 2.7345, 2.7345, 29.8625
Si, 8.2035, 2.7345, 29.8625
Si, 0, 5.469, 29.8625
Si, 5.469, 5.469, 29.8625
Si, 2.7345, 8.2035, 29.8625
Si, 8.2035, 8.2035, 29.8625
Si, 1.3673, 1.3673, 31.2297
Si, 6.8362, 1.3673, 31.2297
Si, 4.1018, 4.1018, 31.2297
Si, 9.5708, 4.1018, 31.2297
Si, 1.3673, 6.8362, 31.2297
Si, 6.8362, 6.8362, 31.2297
Si, 4.1018, 9.5708, 31.2297
Si, 9.5708, 9.5708, 31.2297
Si, 2.7345, 0, 0.6835
Si, 8.2035, 0, 0.6835
Si, 0, 2.7345, 0.6835
Si, 5.469, 2.7345, 0.6835
Si, 2.7345, 5.469, 0.6835
Si, 8.2035, 5.469, 0.6835
Si, 0, 8.2035, 0.6835
Si, 5.469, 8.2035, 0.6835
Si, 4.1018, 1.3673, 2.0507
Si, 9.5708, 1.3673, 2.0507
Si, 1.3673, 4.1018, 2.0507
Si, 6.8362, 4.1018, 2.0507
Si, 4.1018, 6.8362, 2.0507
Si, 9.5708, 6.8362, 2.0507
Si, 1.3673, 9.5708, 2.0507
Si, 6.8362, 9.5708, 2.0507
Si, 0, 0, 3.418
Si, 5.469, 0, 3.418
Si, 2.7345, 2.7345, 3.418
Si, 8.2035, 2.7345, 3.418
Si, 0, 5.469, 3.418
Si, 5.469, 5.469, 3.418
Si, 2.7345, 8.2035, 3.418
Si, 8.2035, 8.2035, 3.418
Si, 1.4217, 1.2894, 4.745
Si, 6.9459, 1.2637, 4.7789
Si, 4.0719, 4.1503, 4.7554
Si, 9.4813, 4.1263, 4.7518
Si, 1.3389, 6.9068, 4.8222
Si, 6.7847, 6.8474, 4.7428
Si, 4.0776, 9.5365, 4.8754
Si, 9.5497, 9.5926, 4.8279
Si, 2.5565, -0.2062, 6.2388
Si, 8.1646, -0.113, 6.3571
Si, -0.1984, 2.5653, 5.92
Si, 5.4981, 2.6495, 5.9216
Si, 2.593, 5.4389, 6.1833
Si, 8.0456, 5.4558, 6.1133
Si, -0.0518, 8.2314, 6.2152
Si, 5.4142, 7.9961, 6.2798
Si, 3.8397, 1.5908, 7.157
Si, 9.8192, 1.158, 7.57
Si, 1.3663, 3.6636, 7.162
Si, 6.5507, 4.1179, 7.3952
Si, 4.1642, 6.3532, 7.6863
Si, 9.3045, 6.9429, 7.3728
Si, 0.8194, 9.6168, 7.9625
Si, 7.0317, 9.0938, 7.6217
O, 1.4381, 4.0449, 24.047
O, 5.5248, 11.0288, 22.6473
O, 2.7275, 2.7826, 7.0011
O, 8.2023, 7.9953, 8.0532
O, 5.1281, 4.7568, 8.3425
O, 0.1572, 0.2153, 7.9969
O, 3.9405, 6.9687, 23.9932
O, 9.6882, 1.3004, 24.0951
O, 2.3235, 9.3393, 8.6378
O, 0.9376, 3.4464, 8.7481
O, 9.3957, 1.9933, 8.9405
O, 6.3525, 9.5899, 9.0363
O, 4.3665, 1.9972, 8.7247
O, 3.6282, 7.0492, 9.0769
O, 7.2976, 3.5073, 8.7185
O, 10.0777, 6.0349, 8.5249
O, 3.16, 2.0129, 23.4618
O, 4.5846, 1.9244, 21.0883
O, 8.1083, 2.8581, 22.891
O, 10.9122, 6.0302, 23.0998
O, 7.0075, 9.4919, 23.9861
O, 2.0194, 8.4974, 23.045
O, 5.7647, 5.8177, 22.6998
O, 0.6054, 10.7036, 23.1709
Si, 2.956, 8.3887, 9.8033
Si, -1.0926, 3.4733, 19.1955
Si, 3.1114, 10.5127, 19.7863
Si, 1.8971, 2.4576, 19.5446
Si, 6.6868, 2.3103, 14.3946
Si, 9.8478, -1.5151, 13.3409
Si, 2.2306, 19.0404, 15.4843
Si, 9.4296, 3.7018, 14.0521
Si, 5.7216, 9.668, 10.5377
Si, -4.0224, 10.9688, 16.6038
Si, 1.5917, 3.9224, 10.1535
Si, 2.7803, 12.2209, 15.0293
Si, 11.3772, 10.5154, 15.5531
Si, 0.1286, -2.5666, 10.7425
Si, 4.5094, 3.4457, 9.4605
Si, -3.1065, 12.0809, 19.1383
Si, 1.9519, -5.6598, 14.8863
Si, 4.3973, 3.6998, 16.0371
Si, 3.8627, 4.9263, 18.7429
Si, 5.3462, 4.8107, 21.477
Si, 13.1835, 7.67, 18.4792
Si, 8.4588, 3.0284, 9.7712
Si, -2.7365, 4.0366, 21.7785
Si, 10.6219, -2.9426, 20.0372
Si, 9.0186, 6.6817, 14.3355
Si, 3.4203, 2.6204, 21.9805
Si, 1.3007, 9.6632, 22.1532
Si, 4.7151, 9.7256, 15.0911
Si, -1.5319, -1.0497, 17.909
Si, 5.5191, 11.5322, 21.0996
Si, 9.5266, 6.5879, 22.443
Si, 10.2037, 5.6675, 10.1102
Si, -3.9388, 8.6535, 13.1062
Si, 1.2202, 3.0102, 12.9667
Si, -0.7497, 4.971, 16.493
Si, 6.2154, 1.818, 11.4333
O, -5.3864, 10.1198, 16.425
O, 4.7626, 4.3083, 17.5112
O, 3.172, 4.2368, 9.9005
O, 5.3345, 3.0763, 10.8056
O, 1.4054, 0.8596, 15.8021
O, 2.7216, 14.7007, 18.9721
O, -0.3725, 2.8081, 13.2869
O, -0.1212, 9.024, 9.2777
O, 2.4355, 10.42, 21.2704
O, 0.7926, 5.2724, 10.5373
O, 10.0231, -3.0048, 14.0314
O, 3.5459, 2.2989, 16.0524
O, 1.3935, -1.5813, 14.9297
O, -2.5166, 5.4184, 22.603
O, -1.2045, 8.54, 18.7705
O, 1.6635, 7.8214, 16.9749
O, 8.1429, -1.0508, 16.8445
O, 11.0999, 9.1372, 21.1047
O, 2.0111, 2.5718, 21.1728
O, 1.7482, 7.9944, 10.844
O, 4.7992, 5.293, 20.0251
O, -1.216, 6.9286, 20.8637
O, -1.6492, 6.2627, 15.9334
O, -2.6809, 9.6912, 13.1012
O, -0.2199, -0.7075, 17.0099
O, 6.5004, 8.6111, 11.5402
O, 4.152, 9.2049, 10.5446
O, 1.9982, 6.8469, 14.4939
O, 13.2104, 12.9028, 13.6356
O, 5.7401, 9.2807, 13.9183
O, 1.0226, 7.2537, 19.4701
O, 5.819, 11.2447, 10.9659
O, -1.2619, 3.6495, 15.6727
O, 10.0368, 7.0744, 10.947
O, 3.4502, 4.8209, 15.3273
O, 1.4389, 2.8451, 11.358
O, 7.5269, 7.2355, 13.8182
O, 8.9767, 7.8962, 23.2287
O, 0.314, 2.6247, 19.1543
O, -3.9144, 11.8918, 20.5511
O, 3.7833, 10.9928, 14.6382
O, 5.7819, 3.3936, 15.227
O, -1.4754, 3.9444, 20.7234
O, -4.2064, 4.0334, 21.0664
O, 4.7406, -0.4047, 20.05
O, 3.2614, 6.4039, 18.3954
O, 4.0418, 4.1075, 22.1808
O, 6.7466, 0.9311, 17.9442
O, 2.8392, 9.1442, 18.9205
O, -0.2491, 9.4301, 11.9424
O, 5.9229, 1.8217, 13.0385
O, -0.963, 4.7046, 18.0975
O, -1.8905, 10.9914, 19.0573
O, 11.7903, 5.0882, 16.1018
O, 7.1137, 1.0273, 15.3191
O, -7.1237, 8.4463, 15.503
O, -2.9491, 3.0496, 13.7964
O, 13.4411, 11.9064, 19.0919
O, 8.5423, 2.568, 18.8211
O, 1.567, 4.5061, 13.5109
O, 9.214, 4.3678, 10.3809
O, 7.752, 2.192, 10.9866
O, 10.277, -0.2912, 14.3519
O, 9.3914, 5.2792, 13.5438

Results
free energy: -133959.313 eV
free energy less fixed offsets of O -568.88, Si -635.61 eV per atom: 2.647 eV

Forces (eV/angstrom), in the order of the atoms: element, x, y, z
Si, 0.0023, 0.0017, 0.0017
Si, 0, -0.0027, -0.0005
Si, 0.0016, -0.0058, 0.0029
Si, 0.0015, -0.0015, -0.006
Si, -0.0036, -0.0007, -0.0088
Si, 0.0082, -0.0017, 0.0112
Si, 0.0012, -0.0012, -0.0039
Si, 0.0052, -0.0006, 0.0016
Si, 0.0016, -0.0008, -0.0088
Si, -0.002, 0.0041, 0.0005
Si, -0.0011, 0.0003, -0.0083
Si, -0.0004, 0.0015, -0.0056
Si, -0.0031, 0.002, -0.0005
Si, -0.0048, -0.0021, -0.0088
Si, 0.0005, 0.0017, -0.0011
Si, -0.0018, -0.0013, -0.0033
Si, -0.0001, -0.003, 0.0023
Si, 0.003, 0, 0
Si, -0.0007, -0.0019, 0.0021
Si, -0.0006, -0.0051, 0
Si, 0.0015, 0.0004, 0.0029
Si, 0.0014, 0.0021, 0.0029
Si, 0.0003, -0.0003, 0.0009
Si, -0.0014, 0.0001, -0.0047
Si, 0.2561, 0.1633, -0.2132
Si, -0.3135, 0.1373, 0.3532
Si, 0.1408, 0.107, 0.2445
Si, 0.0939, -0.1733, -0.287
Si, 0.186, 0.2861, 0.1406
Si, -0.2441, -0.1715, -0.0269
Si, 0.3216, -0.0917, 0.0715
Si, -0.1504, 0.0227, -0.0838
Si, 0.036, 0.048, -0.0474
Si, 0.0817, 0.0655, 0.0012
Si, -0.0382, 0.0068, -0.0463
Si, 0.017, -0.0455, 0.0384
Si, 0.0751, 0.0387, 0.0083
Si, 0.0512, 0.0921, -0.0333
Si, -0.0116, 0.0234, 0.0335
Si, -0.0261, -0.0394, -0.0307
Si, 0.0569, 0.04, -0.0093
Si, -0.0086, 0.0238, -0.0085
Si, -0.0719, -0.0637, -0.0173
Si, 0.008, -0.0306, -0.0289
Si, -0.049, 0.0099, -0.0265
Si, -0.0019, -0.0202, 0.0073
Si, -0.0064, 0.0007, -0.0302
Si, 0.0084, -0.0091, -0.0177
Si, -0.0312, -0.0435, 0.0405
Si, -0.0191, 0.0361, 0.0159
Si, -0.0424, -0.0199, 0.0152
Si, 0.055, -0.0337, 0.0009
Si, -0.0523, 0.0743, 0.0144
Si, 0.0395, -0.011, 0.0421
Si, 0.0861, -0.0233, -0.0137
Si, -0.0275, 0.0179, 0.0138
Si, -0.0634, 0.121, 0.0768
Si, 0.0839, 0.0502, -0.0151
Si, 0.0841, -0.1303, 0.0102
Si, -0.1726, -0.1687, 0.0177
Si, -0.0254, -0.0589, -0.0186
Si, -0.0006, 0.0244, 0.022
Si, -0.1387, -0.0549, 0.0321
Si, -0.039, -0.0234, -0.0376
Si, -0.0501, -0.1532, -0.1189
Si, 0.1692, -0.5732, 0.4395
Si, -0.1102, 0.088, -0.14
Si, -0.0381, -0.256, -0.4096
Si, -0.0411, 0.2473, 0.3339
Si, -0.2387, 0.1277, -0.4656
Si, 0.191, 0.1102, 0.1633
Si, 0.0299, 0.2747, 0.1361
Si, 0.0044, -0.003, -0.0137
Si, 0.0215, -0.011, -0.0031
Si, 0.0041, -0.0159, -0.0176
Si, 0.0118, 0.0015, -0.0024
Si, -0.0204, 0.0106, -0.0063
Si, -0.0023, -0.005, -0.0102
Si, -0.0136, 0.0168, 0.0038
Si, 0.004, -0.0233, -0.015
Si, 0.0079, -0.0093, -0.0342
Si, -0.0099, 0.026, -0.0005
Si, -0.0123, -0.0012, 0.0055
Si, -0.0345, 0.0174, 0.0355
Si, -0.0047, -0.0229, 0.022
Si, -0.0112, -0.0213, -0.0046
Si, 0.0134, 0.0116, 0.0091
Si, 0.0082, 0.0102, 0.0145
Si, 0.0154, -0.0105, -0.0412
Si, 0.0183, 0.0131, -0.0042
Si, -0.0026, 0.0143, -0.0137
Si, 0.0334, -0.0288, -0.0549
Si, -0.0325, 0.0363, -0.0261
Si, 0.0105, 0.0612, 0.087
Si, -0.226, 0.078, 0.0508
Si, 0.0114, -0.0039, 0.0242
O, -0.0023, 0.0018, 0.0075
O, -0.0005, -0.0005, -0.0007
O, -0.0041, 0.0049, 0.0101
O, -0.034, -0.0717, -0.0666
O, 0.0002, -0.0163, 0.0092
O, -0.0134, 0.0148, -0.0559
O, 0.0022, 0.0018, -0.0017
O, 0.0021, 0.0056, 0.0005
O, 0.2915, -0.0756, 0.0638
O, -0.003, 0.0001, 0.0058
O, -0.0112, 0.0043, 0.0063
O, -0.0012, -0.0027, -0.0089
O, 0.0025, 0.0131, 0.0112
O, 0.0214, -0.0316, -0.0129
O, -0.0099, 0.0182, 0.0055
O, -0.0102, 0.0062, -0.0224
O, 0.0008, 0.0011, -0.0025
O, -0.0003, 0.0003, -0.0021
O, -0.0021, -0.0004, 0.0007
O, 0.0003, 0.0004, 0.0004
O, -0.0069, -0.0025, 0.0006
O, 0.0007, 0.0007, 0.0015
O, -0.0012, 0.0002, -0.0047
O, -0.001, 0.0012, -0.0016
Si, -0.0461, 0.0432, -0.0079
Si, 0.0001, -0.0007, -0.0006
Si, -0.0008, -0.0011, -0.0011
Si, -0.0009, -0.0001, 0
Si, 0.0025, -0.0022, 0.0015
Si, 0.0211, -0.0026, -0.0373
Si, -0.0035, 0.0042, -0.0038
Si, 0.0006, 0.0001, 0.001
Si, 0.0004, -0.0044, 0.0025
Si, 0.0023, -0.0015, -0.0017
Si, -0.0062, -0.0224, 0.0024
Si, -0.0043, -0.0018, 0.0002
Si, -0.0081, -0.0012, -0.0132
Si, -0.0453, 0.2494, -0.0146
Si, -0.0197, -0.0156, 0.0253
Si, 0.0007, -0.002, -0.0005
Si, -0.002, 0.0014, 0.0001
Si, -0.0009, -0.0015, -0.0006
Si, -0.0009, 0.0006, -0.001
Si, -0.0002, 0.0006, 0.0015
Si, -0.0022, 0.0001, -0.0029
Si, 0.03, -0.0151, 0.0026
Si, 0.0014, 0.0014, 0.003
Si, -0.0002, 0.0005, -0.0013
Si, 0.0048, 0.0077, -0.0033
Si, -0.0012, 0.0007, 0.0026
Si, -0.0021, -0.0013, 0.001
Si, -0.001, -0.0008, -0.0007
Si, 0.0016, 0.0003, -0.0026
Si, 0.0029, -0.0001, -0.0004
Si, -0.0007, 0.0002, 0.0028
Si, -0.0218, 0.0103, 0.0063
Si, 0.0134, 0.0066, 0.0029
Si, -0.0023, -0.0055, -0.0008
Si, -0.0031, 0.0005, -0.0029
Si, 0.0066, -0.0137, 0.0058
O, -0.0012, -0.0008, -0.0005
O, -0.0004, 0.0002, -0.0004
O, 0.0111, 0.0001, -0.0077
O, -0.0039, 0.0095, -0.0096
O, 0.0037, 0.0023, 0.0009
O, 0.0002, 0, -0.0009
O, -0.0005, 0.0014, -0.0001
O, 0.0218, -0.1806, -0.0457
O, 0.0003, 0, -0.0016
O, 0.008, 0.0019, 0.0015
O, -0.0083, -0.0176, 0.0147
O, 0.0018, 0.0013, -0.0002
O, 0.006, -0.0052, 0.0017
O, -0.0003, -0.0013, -0.0023
O, 0.0005, -0.0026, 0.0016
O, 0.0013, -0.002, 0.0028
O, -0.0013, -0.0005, -0.0015
O, 0.0004, 0.0002, -0.0013
O, 0.0014, -0.0005, -0.0014
O, 0.0091, -0.0189, -0.0186
O, 0.0003, -0.0001, -0.0015
O, -0.0003, -0.0011, -0.0011
O, -0.0014, -0.005, 0.0027
O, -0.0139, -0.0055, 0.001
O, 0.0003, -0.0009, 0.0059
O, -0.0047, -0.0006, -0.0045
O, -0.0007, -0.0007, 0.0008
O, 0.0009, -0.001, 0.0007
O, 0.0014, 0.0028, -0.0007
O, -0.004, -0.0009, 0.0007
O, 0.0004, 0.0009, -0.0016
O, -0.0013, 0.004, -0.0003
O, 0.0005, -0.0012, 0.001
O, 0.0001, -0.042, -0.03
O, 0.0007, -0.0004, -0.0008
O, 0.0046, 0.0075, -0.0049
O, -0.0043, -0.0024, -0.0007
O, -0.0003, 0, -0.0039
O, 0.0006, -0.0008, -0.0006
O, -0.0021, -0.0005, -0.0001
O, 0.001, 0.0001, -0.0004
O, -0.0007, 0.0003, -0.0012
O, -0.0006, -0.0006, -0.0005
O, 0, -0.0004, -0.0026
O, 0.0001, 0.0002, -0.0008
O, 0, -0.0002, -0.0013
O, 0.0006, -0.0012, -0.0032
O, -0.0005, 0.0006, 0.0005
O, -0.0003, 0.0004, -0.0013
O, 0.0011, -0.0173, 0.1005
O, -0.0017, 0.0013, -0.0051
O, 0.0004, -0.001, 0.0005
O, -0.001, 0.001, 0.0007
O, -0.0001, -0.0003, -0.0011
O, -0.0012, 0.0025, -0.0018
O, -0.0014, -0.0013, -0.0007
O, -0.0024, -0.001, -0.0008
O, 0.0006, -0.0005, -0.0015
O, -0.0002, 0, -0.0006
O, 0.0005, -0.0004, -0.0016
O, -0.0018, 0.0011, 0.0048
O, -0.0071, -0.0009, -0.0008
O, -0.0031, 0.0047, 0.0117
O, -0.0006, -0.0044, 0.0017

The program warned: the cutoff lies below the one the program advises for these potential files; the forces do not sum to zero within the program's tolerance; the exchange-correlation potential is rough where the density is thin.
